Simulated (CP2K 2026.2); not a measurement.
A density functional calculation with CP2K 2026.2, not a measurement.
Periodic cell of 505 atoms, Si360O143H2, from a study of silicon, its oxide and their interface. The atomic structure is a simulated model.
Doubt: the forces sum to 2.77 eV/angstrom along one axis rather than to zero, so they err by at least 0.0055 eV/angstrom per atom on average; the grid cutoff is modest.

Settings: functional PBE; method Gaussian and plane waves; basis set DZVP-MOLOPT-SR-GTH; pseudopotentials GTH-PBE; grid cutoff 350 Ry, relative cutoff 50 Ry; k points Gamma only; occupations fixed; spin none; net charge 0.

Cell vectors (angstrom)
a	16.32	0	0
b	0	16.32	0
c	-2.6306	3.4902	33.8004

Atoms and the computed forces on them: element, x, y, z (angstrom), force x, y, z (eV/angstrom)
Si	1.629	14.733	0.177	0.008	0.03	-0.175
Si	3.892	1.551	0.176	0.065	0.032	-0.227
Si	1.693	3.828	0.254	-0.205	0.224	-0.415
Si	4.117	6.726	0.506	0.02	0.089	-0.39
Si	1.87	8.937	0.063	-0.144	0.107	-0.43
Si	3.824	12.504	0.134	-0.132	-0.052	-0.303
Si	6.883	14.82	0.189	0.004	-0.091	-0.325
Si	6.937	5.022	33.669	-0.033	-0.064	0.012
Si	3.625	8.044	33.791	-0.132	0.128	-0.146
Si	6.51	10.603	33.759	0.148	-0.094	-0.309
Si	6.987	9.385	0.081	0.033	0.07	-0.249
Si	6.575	16.147	33.765	0.044	-0.134	-0.34
Si	12.601	14.674	0.018	-0.007	-0.003	-0.127
Si	14.719	1.54	0.189	-0.019	-0.018	-0.383
Si	12.548	3.797	0.01	0.075	0.151	-0.368
Si	12.039	10.633	33.763	0.227	-0.086	-0.471
Si	12.35	9.294	0.052	-0.082	0.065	-0.315
Si	14.808	12.415	0.248	0.118	-0.057	-0.382
Si	2.735	16.317	1.53	-0.069	-0.01	-0.326
Si	5.433	2.8	1.438	0.038	0.04	-0.267
Si	2.676	5.4	1.691	0.031	-0.248	-0.105
Si	5.505	8.248	1.566	0.076	-0.033	-0.245
Si	2.73	10.794	1.371	0.02	0.055	-0.136
Si	5.395	13.611	1.525	-0.04	-0.024	-0.2
Si	8.166	0.143	1.309	0.131	-0.006	-0.246
Si	10.906	2.75	1.359	0.057	0.017	-0.111
Si	8.048	5.502	1.304	-0.084	-0.002	-0.23
Si	10.809	8.132	1.375	-0.081	-0.053	-0.192
Si	8.212	10.94	1.353	-0.043	0.069	-0.194
Si	10.878	13.658	1.321	0.055	0.008	-0.173
Si	13.57	16.294	1.481	0.026	-0.006	-0.248
Si	0.017	2.697	1.48	0.045	0.032	-0.227
Si	13.624	5.465	1.316	-0.024	-0.026	-0.161
Si	0.013	8.148	1.326	-0.004	-0.05	-0.006
Si	13.539	10.85	1.421	-0.013	-0.089	-0.159
Si	0.041	13.593	1.523	0.078	0.079	-0.196
Si	1.324	1.326	2.869	0.033	-0.034	0.162
Si	4.089	4.045	2.943	-0.09	-0.191	0.17
Si	1.264	6.811	2.859	-0.092	0.094	0.144
Si	4.102	9.59	2.849	0.018	0.046	0.237
Si	1.361	12.155	2.818	0.097	-0.08	0.012
Si	4.102	14.992	2.89	0.031	0.04	0.175
Si	6.848	1.443	2.76	-0.128	0.051	0.033
Si	9.493	4.129	2.673	-0.09	0.071	-0.026
Si	6.841	6.825	2.857	0.077	0.058	0.142
Si	9.554	9.573	2.762	-0.063	0.033	0.078
Si	6.806	12.221	2.79	0.03	0.001	0.131
Si	9.54	15.061	2.713	-0.05	-0.022	-0.03
Si	12.19	1.364	2.791	0.021	-0.047	0.158
Si	14.983	4.141	2.779	-0.036	0.012	0.007
Si	12.191	6.755	2.723	0.065	0.009	0.068
Si	14.978	9.526	2.753	0.055	-0.057	0.018
Si	12.179	12.235	2.758	-0.05	0.144	0.038
Si	14.99	14.98	2.841	-0.052	0.043	0.165
Si	-0.019	16.318	4.258	0.01	-0.02	-0.025
Si	2.695	2.679	4.257	0.122	0.054	-0.071
Si	-0.039	5.448	4.248	0.005	0.033	-0.039
Si	2.71	8.178	4.171	-0.074	0.089	-0.054
Si	-0.023	10.855	4.201	0.014	0.034	0.01
Si	2.719	13.575	4.191	0.007	-0.012	-0.073
Si	5.494	16.385	4.181	-0.059	-0.022	-0.019
Si	8.191	2.784	4.14	0.019	-0.07	-0.001
Si	5.462	5.465	4.239	0.013	-0.021	-0.1
Si	8.209	8.214	4.185	-0.057	-0.095	-0.085
Si	5.466	10.914	4.234	-0.015	-0.046	-0.053
Si	8.18	13.649	4.111	-0.007	-0.001	-0.117
Si	10.864	16.341	4.191	-0.038	0.068	-0.023
Si	13.594	2.747	4.133	-0.026	-0.004	-0.089
Si	10.843	5.435	4.132	0.047	0.049	-0.015
Si	13.582	8.142	4.105	0.021	-0.034	-0.096
Si	10.873	10.902	4.186	0.023	-0.012	0
Si	13.577	13.592	4.143	-0.011	0.027	-0.075
Si	1.391	14.988	16.576	-0.024	0.001	0.064
Si	4.074	17.672	16.58	0.041	0.021	0.045
Si	1.387	4.105	16.554	-0.042	0.001	0.036
Si	4.083	6.817	16.551	0.017	-0.027	0.049
Si	1.402	9.567	16.565	-0.028	-0.047	0.053
Si	4.08	12.25	16.594	0.016	-0.009	0.077
Si	6.791	14.981	16.575	-0.045	-0.014	0.049
Si	9.497	17.655	16.519	0.053	-0.011	0.016
Si	6.794	4.106	16.541	-0.04	0.009	0.035
Si	9.489	6.784	16.521	0.045	0.023	0.024
Si	6.782	9.544	16.551	-0.015	0.006	0.049
Si	9.478	12.237	16.528	0.019	0.035	0.024
Si	12.259	14.996	16.532	-0.012	-0.02	0.035
Si	14.959	17.671	16.526	0.039	0	0.031
Si	12.243	4.087	16.51	-0.025	-0.014	0.014
Si	14.973	6.796	16.529	0.018	0.026	-0.003
Si	12.269	9.562	16.512	-0.032	-0.007	-0.001
Si	14.983	12.265	16.554	-0.007	0.017	0.029
Si	2.732	16.328	18.008	-0.025	-0.038	0.11
Si	5.445	2.739	17.913	-0.033	-0.001	0.029
Si	2.744	5.465	17.952	-0.004	0.033	0.058
Si	5.427	8.184	17.93	0.022	0.001	0.011
Si	2.734	10.909	18.018	0.014	0.015	0.028
Si	5.435	13.624	17.969	0.038	0.013	0.021
Si	8.158	16.329	17.956	0.055	0.048	0.065
Si	10.861	2.711	17.842	-0.019	-0.035	-0.009
Si	8.141	5.444	17.95	-0.01	-0.018	0.093
Si	10.875	8.183	17.802	-0.002	-0.018	-0.008
Si	8.123	10.897	17.946	-0.015	-0.011	0.065
Si	10.849	13.629	17.83	0.009	-0.059	0.043
Si	13.609	16.346	17.949	0.014	0.003	0.076
Si	0.022	2.7	17.87	-0.048	-0.016	0
Si	13.618	5.418	17.89	0.028	0.012	0.109
Si	0.028	8.171	17.873	-0.011	0.037	0.047
Si	13.619	10.91	17.923	-0.008	-0.005	0.066
Si	0.031	13.621	17.936	-0.013	0.022	-0.019
Si	1.354	17.747	19.344	-0.003	0.023	-0.128
Si	4.107	4.084	19.321	0.044	-0.005	-0.066
Si	1.346	6.832	19.302	0.012	0.038	-0.023
Si	4.086	9.491	19.381	0.011	0.002	0.036
Si	1.37	12.315	19.387	0.105	0.045	0.055
Si	4.106	14.957	19.412	-0.098	0.003	-0.036
Si	6.823	17.754	19.314	0.05	0.016	-0.129
Si	9.507	3.995	19.261	-0.044	-0.051	-0.06
Si	6.791	6.858	19.322	0.003	0.026	-0.03
Si	9.535	9.488	19.22	-0.023	-0.026	-0.108
Si	6.772	12.267	19.37	0.014	-0.059	0.028
Si	9.526	14.913	19.292	-0.042	-0.046	-0.102
Si	12.174	17.716	19.272	-0.033	-0.016	-0.052
Si	-1.355	3.987	19.253	-0.072	-0.078	-0.145
Si	12.22	6.841	19.159	-0.013	0.04	-0.157
Si	-1.29	9.536	19.265	0.045	0.004	-0.089
Si	12.192	12.307	19.213	-0.027	0.047	-0.208
Si	-1.299	14.991	19.312	0.054	0.08	-0.031
Si	0.029	16.394	20.747	-0.042	-0.084	0.089
Si	2.722	2.785	20.736	0.026	0.045	0.294
Si	0.02	5.341	20.561	0.212	-0.011	0.213
Si	2.666	8.167	20.78	-0.012	-0.117	0.203
Si	0.032	10.9	20.717	-0.126	-0.078	0.19
Si	2.734	13.625	20.884	-0.009	-0.006	0.107
Si	5.502	16.401	20.675	-0.058	-0.07	0.19
Si	8.168	2.721	20.79	0.094	-0.042	0.232
Si	5.453	5.465	20.684	-0.068	0.036	0.154
Si	8.228	8.185	20.684	0.076	-0.098	0.316
Si	5.429	10.871	20.774	0.003	0.043	0.167
Si	8.211	13.575	20.747	-0.003	-0.117	0.266
Si	10.834	16.318	20.631	0.148	0	0.154
Si	13.532	2.714	20.67	-0.012	0.176	0.272
Si	10.883	5.432	20.457	0.045	0.046	0.265
Si	13.621	8.139	20.519	-0.134	0.179	0.247
Si	10.863	10.887	20.527	0.027	0.026	0.249
Si	13.544	13.662	20.566	-0.076	0.091	0.276
Si	1.728	15.429	22.125	-0.119	-0.171	0.458
Si	4.022	17.631	22.053	0.034	0.089	0.329
Si	1.536	4.337	22.131	-0.065	-0.093	0.105
Si	3.825	6.523	22.056	-0.072	-0.029	0.18
Si	1.516	9.74	22.19	-0.058	0.049	0.201
Si	3.822	11.934	22.218	-0.015	0.033	0.081
Si	6.979	15.154	22.01	-0.023	-0.069	0.306
Si	9.234	17.288	22.065	0.056	0.172	0.417
Si	7.063	4.416	22.069	0.065	0.083	0.357
Si	9.415	6.502	21.922	-0.071	0.101	0.211
Si	7.125	9.783	22.042	0.04	0.068	0.213
Si	9.428	11.95	22.07	-0.104	0.05	0.072
Si	12.434	15.239	21.984	0.099	-0.009	0.189
Si	-1.66	17.476	22.03	-0.087	-0.129	0.33
Si	12.423	4.441	21.913	-0.121	-0.223	0.142
Si	-1.581	6.496	21.742	-0.09	0.002	0.28
Si	12.46	9.755	21.795	0.191	-0.155	0.265
Si	-1.69	12.049	21.843	-0.054	-0.044	0.346
Si	0.023	2.593	24.355	-0.059	-0.115	0.306
Si	1.782	6.687	26.52	0.025	0.084	0.301
Si	12.043	8.673	26.753	0.073	0.069	0.321
Si	9.272	9.6	26.046	0.025	0.064	0.637
Si	8.338	13.17	30.993	-0.01	-0.042	-0.617
Si	12.163	10.164	30.746	0.06	0.1	-0.516
Si	11.314	13.361	24.273	0.019	0.145	0.362
Si	2.492	14.157	31.724	-0.044	0.096	-0.453
Si	5.454	10.688	28.357	-0.178	0.081	0.026
Si	8.676	3.346	31.51	0	0.016	-0.594
Si	0.315	10.621	28.979	0.087	-0.142	-0.273
Si	10.201	17.677	25.074	-0.138	-0.155	0.507
Si	9.939	13.805	27.133	-0.061	-0.023	0.397
Si	6.725	19.254	29.255	-0.167	0.133	-0.444
Si	-1.411	10.146	26.521	0.036	-0.098	0.451
Si	12.563	16.638	26.519	0.141	0.051	0.206
Si	14.354	12.55	24.726	0.181	0.029	0.573
Si	3.74	4.347	26.78	-0.017	-0.054	0.496
Si	-1.498	14.242	29.271	-0.166	0.008	-0.348
Si	9.299	5.084	26.464	-0.094	0.003	0.238
Si	11.554	17.243	29.341	-0.079	0.089	-0.294
Si	12.888	15.424	31.118	-0.075	-0.043	-0.63
Si	5.518	13.533	24.397	0.007	0.085	0.399
Si	2.811	11.803	27.615	0.059	0.025	0.094
Si	9.085	15.556	29.237	0.074	0.211	-0.199
Si	5.419	2.995	24.43	0.073	-0.028	0.433
Si	3.444	14.629	26.532	-0.199	-0.168	0.405
Si	3.725	9.224	26.462	-0.161	0.104	0.503
Si	0.014	8.288	24.73	-0.712	-0.13	0.714
Si	9.603	8.203	30.799	0.194	-0.135	-0.457
Si	-2.332	3.833	31.865	-0.063	0.002	-0.316
Si	1.162	16.186	24.982	-0.02	-0.163	0.637
Si	0.072	7.628	28.891	-0.002	0.115	-0.226
Si	5.815	5.835	28.754	0.117	-0.231	-0.343
Si	-1.396	6.682	31.295	-0.185	0.269	-0.701
Si	11.59	4.067	24.875	0.125	0.099	0.35
Si	7.577	12.07	26.364	0.041	0.004	0.489
Si	12.749	3.703	29.066	-0.285	-0.005	-0.38
Si	7.711	18.69	26.333	0.079	0.125	0.315
Si	2.989	3.761	31.785	-0.178	-0.207	-0.452
Si	10.927	8.16	24.088	0.133	-0.039	0.298
Si	-1.313	14.983	26.382	-0.088	0.064	0.311
Si	7.345	7.419	26.61	0.21	-0.033	0.307
Si	13.454	7.982	29.15	-0.045	-0.059	-0.323
Si	6.602	15.37	30.736	-0.194	0.019	-0.698
Si	3.763	15.71	29.433	0.108	0.271	-0.465
Si	3.587	18.747	29.156	0.189	-0.256	-0.386
Si	10.222	5.334	29.497	0.134	0.013	-0.372
Si	0.026	12.513	31.113	-0.244	-0.033	-0.684
Si	14.028	3.186	26.293	-0.203	-0.062	0.307
Si	4.939	6.267	31.695	-0.032	0.112	-0.497
Si	12.077	13.06	29.386	0.169	0.038	-0.273
Si	7.424	10.242	30.726	-0.058	0.252	-0.503
Si	5.435	8.211	24.273	0.043	-0.052	0.294
Si	1.363	14.938	5.576	-0.053	-0.009	0.001
Si	4.103	1.356	5.594	-0.05	-0.018	-0.019
Si	1.349	4.086	5.589	-0.014	-0.024	-0.02
Si	4.068	6.828	5.564	0.02	-0.038	0.013
Si	1.356	9.517	5.573	0.004	0.014	-0.052
Si	4.091	12.263	5.587	0.034	0.021	-0.006
Si	6.83	14.986	5.535	0.027	0.033	-0.044
Si	9.513	1.402	5.547	0.022	-0.023	-0.063
Si	6.834	4.096	5.571	-0.017	0.046	-0.026
Si	9.542	6.821	5.547	0.021	0.039	-0.053
Si	6.822	9.532	5.572	-0.02	0.012	-0.012
Si	9.51	12.282	5.534	0.012	-0.019	-0.069
Si	12.236	14.964	5.539	0.008	0.003	-0.049
Si	14.928	1.395	5.565	0.047	0	-0.052
Si	12.222	4.091	5.523	-0.036	-0.038	-0.063
Si	14.91	6.823	5.566	-0.017	-0.04	-0.039
Si	12.252	9.518	5.521	0	0.048	-0.06
Si	14.933	12.243	5.544	0.014	-0.015	-0.026
Si	2.726	16.309	6.942	0.077	-0.029	0.005
Si	5.461	2.738	6.942	-0.027	0	-0.003
Si	2.716	5.457	6.94	0.014	0.007	0.005
Si	5.444	8.179	6.934	-0.005	-0.001	-0.002
Si	2.719	10.89	6.938	-0.009	-0.001	0.004
Si	5.463	13.634	6.928	-0.041	0	-0.007
Si	8.17	16.347	6.923	-0.027	-0.01	0.01
Si	10.881	2.74	6.924	0.024	-0.007	0.006
Si	8.184	5.467	6.932	-0.027	-0.011	0.02
Si	10.899	8.176	6.921	0.011	-0.05	0.005
Si	8.172	10.911	6.926	-0.028	0.012	0.02
Si	10.878	13.616	6.921	0.004	-0.001	0.021
Si	13.583	16.332	6.924	-0.011	0.01	0.004
Si	-0.02	2.732	6.949	-0.006	0.02	0.014
Si	13.566	5.448	6.927	0.003	0.045	0.007
Si	-0.021	8.167	6.933	0.02	0.002	0.024
Si	13.59	10.878	6.919	0.02	-0.003	0.004
Si	-0.019	13.592	6.931	0.012	0.023	-0.004
Si	1.358	1.364	8.3	-0.008	0.007	-0.002
Si	4.087	4.097	8.304	0.015	0.01	0.005
Si	1.348	6.813	8.307	-0.008	-0.007	0.007
Si	4.084	9.536	8.309	-0.001	-0.008	0.003
Si	1.352	12.246	8.306	0	0.003	0.009
Si	4.094	14.968	8.314	-0.021	0.008	0.018
Si	6.81	1.372	8.311	-0.016	-0.01	0
Si	9.531	4.099	8.307	0.007	0.014	-0.002
Si	6.807	6.817	8.303	-0.016	-0.012	-0.001
Si	9.533	9.54	8.292	0.005	0.011	-0.009
Si	6.809	12.264	8.303	0.01	-0.004	0
Si	9.526	14.98	8.298	0.013	0.009	-0.002
Si	12.232	1.374	8.303	-0.005	-0.003	0.004
Si	14.941	4.101	8.308	0.008	-0.032	0.003
Si	12.234	6.815	8.313	0.002	0.005	0.005
Si	14.953	9.534	8.307	0.006	0.002	0.001
Si	12.234	12.247	8.294	-0.005	0.003	-0.003
Si	14.952	14.972	8.296	0.012	-0.008	0.004
Si	-0.001	16.325	9.673	0.005	0.001	0.008
Si	2.722	2.73	9.671	0.002	-0.006	0.001
Si	-0.008	5.453	9.681	0.001	0.01	0.008
Si	2.717	8.174	9.675	-0.001	0.004	0
Si	-0.004	10.889	9.681	0.003	-0.006	0.006
Si	2.721	13.607	9.673	0.014	-0.005	0.003
Si	5.446	16.335	9.683	-0.01	0.008	0.011
Si	8.167	2.737	9.678	-0.001	-0.005	-0.002
Si	5.445	5.457	9.677	-0.001	-0.002	0.008
Si	8.168	8.183	9.671	-0.011	0	-0.01
Si	5.445	10.902	9.674	-0.014	0.007	0.008
Si	8.167	13.621	9.678	-0.012	0	-0.003
Si	10.879	16.334	9.68	0.002	0	0.001
Si	13.594	2.731	9.681	0.005	0.008	-0.007
Si	10.881	5.457	9.688	-0.003	0.005	0
Si	13.6	8.173	9.685	0.009	-0.013	-0.003
Si	10.883	10.894	9.681	0.004	-0.006	0.002
Si	13.597	13.607	9.671	-0.003	0.007	-0.006
Si	1.366	14.971	11.048	-0.005	0.005	0.005
Si	4.079	1.372	11.052	0.008	0.004	0.008
Si	1.363	4.092	11.048	-0.016	-0.005	0
Si	4.08	6.815	11.049	0.003	-0.002	0.001
Si	1.364	9.536	11.053	-0.011	-0.005	0.002
Si	4.08	12.253	11.05	-0.011	-0.002	0.005
Si	6.802	14.974	11.055	-0.001	0	0.002
Si	9.517	1.37	11.053	0.008	0.003	-0.005
Si	6.801	4.093	11.051	-0.006	0.001	0.002
Si	9.517	6.818	11.054	0.011	-0.011	-0.003
Si	6.804	9.541	11.046	0.003	0	-0.001
Si	9.52	12.253	11.053	0.016	-0.004	-0.003
Si	12.242	14.971	11.048	-0.01	0.001	-0.003
Si	14.964	1.369	11.047	0.004	0.002	0
Si	12.241	4.094	11.057	-0.006	-0.001	-0.005
Si	14.962	6.816	11.06	0.004	0.007	0.001
Si	12.243	9.537	11.06	-0.009	0	-0.004
Si	14.961	12.254	11.053	0.015	-0.002	-0.001
Si	2.724	16.328	12.43	-0.009	0.004	0.012
Si	5.438	2.732	12.424	-0.003	-0.002	-0.004
Si	2.724	5.452	12.427	0.003	0.006	0.006
Si	5.437	8.183	12.417	0.004	-0.002	-0.009
Si	2.723	10.898	12.429	0.007	-0.005	0.011
Si	5.435	13.616	12.423	-0.002	-0.008	-0.006
Si	8.156	16.334	12.432	0.005	0.008	0.011
Si	10.878	2.73	12.42	0.002	0.005	-0.012
Si	8.155	5.456	12.425	-0.002	0.006	0.001
Si	10.878	8.176	12.428	-0.005	-0.005	-0.016
Si	8.155	10.898	12.431	0	0.001	0.007
Si	10.88	13.614	12.424	0.004	0.001	-0.017
Si	13.609	16.326	12.421	-0.001	0.004	-0.001
Si	0.01	2.725	12.421	-0.003	-0.001	-0.004
Si	13.605	5.452	12.432	0.002	-0.004	0.001
Si	0.01	8.176	12.428	0.005	0.004	-0.006
Si	13.607	10.897	12.436	-0.005	-0.004	0.003
Si	0.011	13.609	12.423	-0.013	0.001	-0.006
Si	1.368	17.691	13.806	-0.008	0.01	0.007
Si	4.081	4.087	13.803	0.007	0.002	0.003
Si	1.374	6.822	13.804	-0.025	-0.009	-0.004
Si	4.084	9.54	13.8	-0.006	-0.008	-0.002
Si	1.374	12.265	13.81	-0.012	-0.008	0
Si	4.082	14.968	13.811	0.014	-0.004	0.004
Si	6.787	17.69	13.804	-0.002	0.014	0.003
Si	9.51	4.082	13.791	0.021	-0.003	-0.007
Si	6.788	6.82	13.791	-0.002	0.004	-0.004
Si	9.513	9.531	13.802	0.027	-0.005	-0.006
Si	6.784	12.258	13.802	-0.008	0.016	-0.002
Si	9.514	14.964	13.799	0.021	-0.009	-0.003
Si	12.241	17.689	13.783	-0.006	-0.004	-0.011
Si	14.975	4.086	13.795	-0.011	0.01	-0.007
Si	12.24	6.816	13.798	-0.007	0.009	-0.016
Si	14.982	9.54	13.805	-0.001	-0.014	-0.009
Si	12.244	12.265	13.802	-0.02	0	-0.01
Si	14.977	14.969	13.795	0.012	-0.003	-0.008
Si	0.019	16.318	15.177	-0.05	-0.019	-0.02
Si	2.732	2.724	15.189	-0.007	0.004	0.001
Si	0.022	5.445	15.165	0.002	0.025	-0.009
Si	2.733	8.186	15.182	0.02	0.025	-0.018
Si	0.023	10.903	15.185	-0.01	0.003	-0.009
Si	2.734	13.613	15.204	-0.006	0.013	-0.025
Si	5.434	16.33	15.19	-0.007	-0.008	-0.005
Si	8.147	2.729	15.173	0.003	-0.004	-0.014
Si	5.435	5.46	15.168	0.009	0.004	-0.014
Si	8.139	8.176	15.172	-0.016	-0.033	-0.001
Si	5.426	10.905	15.186	0.017	-0.005	-0.015
Si	8.134	13.62	15.176	0.01	-0.023	-0.013
Si	10.884	16.327	15.152	0.005	0.026	-0.013
Si	13.608	2.72	15.153	-0.001	0.011	-0.001
Si	10.871	5.446	15.151	0.009	0.001	0.007
Si	13.617	8.172	15.162	-0.012	-0.006	-0.003
Si	10.873	10.904	15.16	0.021	-0.006	-0.006
Si	13.617	13.62	15.175	0.003	0.001	0.006
O	2.997	16.428	22.555	-0.069	0.064	-0.735
O	13.383	9.59	26.715	0.022	-0.03	-0.095
O	12.687	10.182	32.292	0.159	0.114	0.729
O	2.694	5.426	22.666	0.113	0.145	-0.442
O	-1.314	12.839	23.261	0.274	0.178	-0.583
O	8.229	10.914	22.62	-0.02	-0.032	-0.463
O	13.299	9.475	29.792	0.166	0.04	0.157
O	4.87	9.331	27.641	0.124	-0.28	-0.122
O	0.08	17.109	33.377	0.087	0.019	0.449
O	9.995	17.712	23.474	-0.149	0.215	-0.367
O	6.717	12.752	25.177	-0.158	-0.092	-0.399
O	4.564	18.302	23.486	-0.367	0.048	-0.404
O	2.399	15.735	25.955	-0.144	0.352	-0.152
O	6.185	14.555	23.33	-0.125	0.275	-0.447
O	12.243	7.708	28.074	0.167	0.091	0.056
O	12.941	15.256	32.721	-0.176	0.164	0.666
O	8.247	5.498	22.588	0.001	-0.21	-0.388
O	3.467	18.761	32.6	0.187	-0.182	0.328
O	9.333	7.846	32.364	-0.225	-0.044	0.667
O	13.561	16.329	22.589	-0.034	0.107	-0.476
O	9.643	18.607	32.259	0.059	0.116	0.187
O	4.541	12.487	23.61	-0.163	-0.402	-0.458
O	7.862	4.056	32.719	-0.239	0.182	0.538
O	10.425	6.916	23.181	0.039	-0.294	-0.358
O	3.826	13.657	32.515	0.216	-0.136	0.2
O	10.942	2.726	25.502	-0.092	0.02	0.343
O	6.737	6.946	28.032	0.031	0.215	0.025
O	11.037	6.148	33.322	-0.058	0.035	0.619
O	6.281	6.136	32.615	0.238	0.006	0.474
O	13.563	10.867	22.365	-0.007	0.234	-0.639
O	8.898	13.335	32.515	0.063	-0.086	0.565
O	13.45	17.986	26.332	-0.128	0.072	-0.269
O	13.596	5.486	22.456	-0.008	-0.117	-0.474
O	13.477	15.395	26.04	-0.208	-0.093	-0.068
O	8.808	17.558	25.924	0.044	-0.16	-0.181
O	11.822	5.031	29.289	0.107	0.128	0.297
O	0.323	11.168	33.547	-0.082	0.399	0.184
O	-1.962	15.254	30.452	0.158	0.006	0.316
O	9.569	4.387	30.64	0.062	-0.263	0.315
O	4.203	11.747	28.487	0.076	0.091	0.095
O	2.791	10.562	26.549	-0.098	-0.202	-0.144
O	7.095	15.87	32.204	0.176	0.253	0.768
O	-1.384	5.156	31.835	0.273	-0.156	0.459
O	-1.451	7.872	28.328	0.015	-0.149	0.23
O	13.163	4.146	25.296	-0.068	0.051	-0.414
O	12.613	4.211	32.647	-0.313	0.137	0.348
O	4.609	7.136	23.379	-0.002	-0.041	-0.105
O	0.323	6.35	33.593	0.04	-0.157	0.478
O	4.388	9.241	24.98	0.028	-0.024	-0.294
O	8.1	16.209	22.656	0.069	0.01	-0.738
O	9.575	8.891	24.624	-0.191	0.169	-0.264
O	6.763	4.565	29.134	-0.146	-0.131	0.165
O	2.74	3.326	30.224	-0.102	0.238	0.408
O	5.349	17.206	33.428	0.097	0.14	0.597
O	3.099	17.195	29.25	-0.266	0.081	-0.088
O	1.667	4.403	32.484	-0.242	-0.125	0.352
O	1.514	12.861	31.662	0.321	0.002	0.465
O	-1.175	13.49	25.8	0.161	-0.351	-0.32
O	10.337	12.383	23.392	-0.223	-0.362	-0.027
O	10.683	9.599	26.914	-0.187	-0.174	0.054
O	13.797	3.807	27.802	0.298	0.033	0.151
O	7.636	18.864	30.534	0.368	0.152	0.464
O	8.273	8.948	30.212	-0.015	0.007	-0.126
O	11.665	14.637	23.317	0.179	0.276	-0.105
O	10.696	5.204	25.63	-0.056	-0.091	-0.449
O	11.074	13.123	28.099	0.038	-0.283	-0.245
O	0.912	6.986	25.174	0.228	0.063	-0.31
O	10.83	9.251	30.657	-0.138	0.055	-0.037
O	5.365	11.707	33.263	0.273	-0.112	0.527
O	6.501	9.061	23.396	0.21	-0.113	0.008
O	2.642	10.856	22.742	0.291	-0.028	-0.621
O	10.009	16.833	29.663	0.106	-0.022	0.096
O	2.77	14.682	30.197	-0.463	-0.378	0.347
O	9.942	6.883	29.9	-0.152	0.294	0.3
O	4.468	3.9	25.403	0.263	-0.025	-0.299
O	8.697	11.074	25.74	0.182	-0.03	-0.436
O	1.102	15.219	23.661	0.159	-0.346	-0.472
O	-1.508	7.746	32.536	-0.004	0.149	0.579
O	11.097	17.007	33.465	-0.152	-0.039	0.231
O	12.722	12.669	24.733	-0.356	-0.051	-0.045
O	4.066	7.513	32.275	-0.14	-0.068	0.311
O	12.384	16.921	30.697	0.242	0.154	0.492
O	5.189	18.779	29.485	-0.036	-0.191	0.276
O	-1.099	12.832	32.266	0.062	0.097	0.53
O	7.082	10.033	32.303	0.071	0.212	0.66
O	-0.754	3.159	25.716	0.564	0.005	-0.472
O	13.678	3.384	30.341	0.482	0.016	0.63
O	2.424	5.204	26.39	0.075	-0.115	-0.123
O	-0.129	10.996	30.507	-0.097	0.061	0.422
O	0.83	9.068	28.988	-0.046	0.045	-0.096
O	-1.533	11.073	25.207	-0.037	0.128	-0.54
O	8.33	3.847	26.034	0.079	0.106	-0.021
O	6.19	7.42	25.479	-0.274	-0.155	-0.412
O	11.893	14.292	30.454	0.19	-0.011	0.277
O	8.074	8.851	26.866	0.023	0.074	-0.164
O	11.811	9.174	23.19	-0.102	0.195	-0.301
O	2.463	9.203	33.37	0.082	0.11	0.48
O	10.887	11.745	33.274	0.056	0.046	0.474
O	8.327	11.607	30.523	0.197	-0.036	0.35
O	13.571	6.899	30.364	0.031	-0.284	0.305
O	6.389	18.449	25.421	-0.235	-0.207	-0.124
O	0.769	9.117	23.545	0.431	0.324	-0.712
O	7.537	15.988	29.522	-0.01	-0.174	0.207
O	5.102	15.815	30.346	0.2	-0.157	0.577
O	9.279	14.135	30.05	0.088	-0.157	0.144
O	6.577	11.345	27.404	0.108	-0.06	-0.273
O	0.864	6.654	27.871	0.1	-0.172	0.169
O	4.091	15.155	27.935	0.223	-0.112	-0.056
O	11.868	7.783	25.391	-0.074	0.057	-0.443
O	10.479	13.805	25.609	0.407	-0.238	-0.493
O	-0.187	9.131	26.131	0.311	0.147	-0.039
O	13.624	13.199	28.849	0.137	-0.193	0.284
O	-1.581	18.927	32.605	-0.21	-0.096	-0.029
O	11.656	18.807	28.904	0.019	-0.043	-0.126
O	2.663	13.218	26.826	0.062	0.108	0.165
O	7.321	18.557	27.908	0.193	-0.177	-0.035
O	-0.91	10.85	27.91	0.065	0.278	-0.082
O	9.549	15.293	27.692	0.174	-0.115	0.127
O	12.199	16.39	28.096	-0.195	0.126	-0.123
O	6.804	13.735	30.786	-0.17	-0.135	0.458
O	-1.117	18.205	23.414	-0.324	0.217	-0.248
O	-1.026	15.082	27.974	0.071	-0.054	0.068
O	1.557	11.6	28.607	-0.072	0.269	0.159
O	2.922	7.838	26.711	0.192	0.09	-0.161
O	-0.062	6.942	30.367	-0.199	0.149	0.35
O	8.47	13.103	27.236	-0.036	-0.099	-0.096
O	4.657	14.388	25.486	0.174	-0.173	-0.314
O	11.522	4.037	23.253	0.23	-0.198	-0.497
O	0.763	3.787	23.508	0.121	0.133	-0.351
O	4.67	5.308	27.724	-0.199	0.278	0.051
O	11.854	11.65	30.155	-0.137	-0.232	0.356
O	11.232	16.537	25.597	-0.061	-0.079	-0.174
O	-0.194	13.479	29.813	0.153	-0.291	0.475
O	5.223	6.52	30.104	-0.162	-0.087	0.525
O	1.82	15.402	32.529	-0.076	0.217	0.234
O	6.334	3.955	23.486	0.086	0.168	-0.116
O	1.196	17.803	24.695	0.187	0.197	-0.09
O	6.066	10.342	29.817	0.196	-0.137	0.406
O	-0.258	16.006	25.744	0.099	0.19	-0.256
O	8.514	6.438	26.084	0.028	-0.026	-0.544
O	3.328	3.02	27.651	-0.099	-0.019	-0.132
O	4.19	4.842	31.857	0.061	-0.168	0.21
O	9.527	5.005	28.065	0.175	0.143	0.17
H	-0.812	7.029	22.87	0.044	0.11	-0.018
H	-1.375	7.912	24.415	0.302	0.058	-0.157

Results
total energy: -101250.781 eV
total energy less fixed offsets of H -15.91, O -438.35, Si -107.03 eV per atom: -4.111 eV
